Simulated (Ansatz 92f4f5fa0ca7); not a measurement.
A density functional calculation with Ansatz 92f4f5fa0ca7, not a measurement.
Periodic cell of 210 atoms, Si128O78As4, from a study of silicon, its oxide and their interface. The atomic structure is a simulated model.
Doubt: the cutoff is far below the 930 eV that the study's wrapper takes by default for these files, so forces and energies are approximate.
This geometry differs little from another in the collection (a relaxation step or a small displacement).

Settings: functional PBE; potential files Ansatz PAW; basis plane waves; wave-function cutoff 580 eV; density cutoff ratio 5; exchange-correlation grid ratio 1; k mesh 1 x 1 x 1, Gamma-centred; self-consistency stop 5e-08 eV per atom in the density residual; occupations fixed; spin none; net charge 0.

Cell vectors (angstrom)
a 10.938 0 0
b 0 10.938 0
c 0 0 31.6398

Atoms and the computed forces on them: element, x, y, z (angstrom), force x, y, z (eV/angstrom)
Si -0.4091 0.4904 24.258 0.0094 -0.0046 0.003
Si 6.0334 -0.551 24.0465 -0.0023 -0.0028 0.0022
Si 2.2617 3.1282 24.4602 0.0287 -0.0166 -0.0585
Si 8.8441 2.2745 24.0861 -0.0053 0.006 -0.0045
Si 0.6333 4.9592 24.3863 -0.0249 0.0062 -0.0421
As 5.0367 5.8955 24.051 -0.0003 -0.0013 -0.0005
As 3.1933 7.7267 24.0446 0.0007 0.0041 -0.007
Si 7.7311 8.5216 24.2387 -0.0001 0.0077 0.0097
Si 1.3025 1.3661 25.6446 -0.0132 -0.0028 -0.0052
Si 6.9512 1.3099 25.295 0.0073 0.0022 -0.0004
Si 4.1109 4.1637 25.5075 -0.007 -0.0011 0.0022
Si 9.6345 4.0697 25.4391 0.0075 0.0025 -0.0024
Si 1.5207 6.7952 25.5611 0.0093 0.0011 0.0061
Si 6.7104 6.8598 25.554 -0.0087 -0.0003 0.0028
Si 4.2044 9.4984 25.3912 0.0038 -0.0064 0.0058
Si 9.5406 9.5751 25.4096 -0.0011 0.0059 -0.0017
Si 2.7802 -0.0566 26.8021 0.0037 0.0011 0.0002
Si 8.217 -0.0058 26.8443 0.0018 0.0001 0.0016
Si -0.0388 2.7549 26.9497 0.0027 0.0003 -0.0018
Si 5.534 2.697 26.745 -0.0055 0.0014 0.0008
Si 2.7806 5.4351 26.9545 -0.0052 -0.009 -0.002
Si 8.1966 5.4546 26.7873 0.0004 0.0016 0.0009
Si 0.0179 8.204 26.788 -0.0034 -0.0044 0.0001
Si 5.4456 8.23 26.929 0.01 0.0082 -0.0047
Si 4.1018 1.3673 28.2216 0.2643 -0.0587 -0.6785
Si 9.5708 1.3673 28.2216 -0.3512 -0.1407 0.4691
Si 1.3673 4.1018 28.2216 -0.0883 -0.0428 0.6389
Si 6.8362 4.1018 28.2216 0.1199 -0.2215 -0.5128
Si 4.1018 6.8362 28.2216 0.0564 0.1268 0.7214
Si 9.5708 6.8362 28.2216 0.0223 -0.0333 -0.5957
Si 1.3673 9.5708 28.2216 0.1084 -0.1358 -0.3796
Si 6.8362 9.5708 28.2216 0.1671 0.2748 0.2465
Si 0 0 29.5888 -0.0242 0.0813 -0.0118
Si 5.469 0 29.5888 0.0771 0.042 0.0353
Si 2.7345 2.7345 29.5888 -0.0755 0.0341 -0.0169
Si 8.2035 2.7345 29.5888 -0.0393 -0.1029 0.0446
Si 0 5.469 29.5888 0.0607 0.0007 0.0384
Si 5.469 5.469 29.5888 -0.0168 0.1051 -0.0105
Si 2.7345 8.2035 29.5888 -0.0468 -0.1152 0.047
Si 8.2035 8.2035 29.5888 -0.0045 0.064 -0.026
Si 1.3673 1.3673 30.9561 0.0554 -0.0324 0.005
Si 6.8362 1.3673 30.9561 0.0032 0.0931 0.0091
Si 4.1018 4.1018 30.9561 0.0435 -0.0403 -0.0056
Si 9.5708 4.1018 30.9561 -0.0555 -0.0292 -0.0129
Si 1.3673 6.8362 30.9561 -0.0166 0.0704 0.0124
Si 6.8362 6.8362 30.9561 0.0645 -0.0792 -0.0002
Si 4.1018 9.5708 30.9561 -0.0563 0.0075 -0.0191
Si 9.5708 9.5708 30.9561 0.0197 -0.0762 0
Si 2.7345 0 0.6835 0.0144 -0.0305 0.0246
Si 8.2035 0 0.6835 -0.0381 0.0457 -0.0148
Si 0 2.7345 0.6835 -0.003 0.0215 0.0153
Si 5.469 2.7345 0.6835 0.006 -0.0093 0.0283
Si 2.7345 5.469 0.6835 -0.0379 -0.001 -0.0123
Si 8.2035 5.469 0.6835 -0.0092 0.0305 0.0301
Si 0 8.2035 0.6835 0.0215 -0.0133 0.0346
Si 5.469 8.2035 0.6835 -0.0211 0.037 0.0047
Si 4.1018 1.3673 2.0507 -0.0305 0.0282 0.0274
Si 9.5708 1.3673 2.0507 -0.0897 -0.0076 -0.0265
Si 1.3673 4.1018 2.0507 0.0726 0.0125 0.0005
Si 6.8362 4.1018 2.0507 0.0528 -0.0474 0.016
Si 4.1018 6.8362 2.0507 -0.0253 -0.0704 -0.0131
Si 9.5708 6.8362 2.0507 -0.0678 -0.0137 0.0303
Si 1.3673 9.5708 2.0507 0.019 -0.0093 0.0232
Si 6.8362 9.5708 2.0507 0.1112 -0.0101 -0.0252
Si 0 0 3.418 0.0592 -0.0152 0.4512
Si 5.469 0 3.418 -0.0353 -0.0044 0.4438
Si 2.7345 2.7345 3.418 -0.0268 0.0171 -0.2774
Si 8.2035 2.7345 3.418 -0.0038 -0.1227 -0.7547
Si 0 5.469 3.418 0.1628 0.0444 0.3002
Si 5.469 5.469 3.418 -0.3086 0.0995 0.2968
Si 2.7345 8.2035 3.418 -0.1309 -0.059 0.0085
Si 8.2035 8.2035 3.418 -0.0112 0.2517 -0.6078
Si 1.389 1.4102 4.8125 0.0078 0.004 -0.0026
Si 6.8757 1.4083 4.7798 0.0005 -0.0023 -0.0103
Si 4.0312 4.0947 4.8098 -0.0017 -0.0012 -0.0007
Si 9.5732 4.032 4.7398 0.0038 -0.0029 -0.0042
Si 1.3594 6.8769 4.8475 -0.0059 -0.0022 -0.0032
Si 6.8118 6.9329 4.7414 0.0015 0.0055 -0.0037
Si 4.0486 9.559 4.8282 -0.0006 0.0021 -0.0036
Si 9.5443 9.5317 4.7951 -0.0066 -0.0066 -0.0025
Si 2.6623 0.0074 6.2243 -0.0026 -0.0036 -0.0082
Si 8.2469 0.0134 6.1404 0.0018 0.0021 -0.006
Si -0.0337 2.6894 6.2084 -0.006 -0.0035 -0.0063
Si 5.4643 2.7482 6.1414 0.0031 0.0002 -0.0031
Si 2.6346 5.4269 6.2596 0.0019 0.0036 -0.0068
Si 8.1958 5.4922 5.937 -0.001 -0.0017 -0.0167
Si -0.0649 8.2284 6.2589 0.0045 0.0024 -0.0088
Si 5.4427 8.2109 6.2277 0.0016 0.0063 -0.0025
Si 4.6016 0.8958 7.3493 -0.0126 0.0061 0.0084
As 9.9718 0.9167 7.6458 -0.0003 0.0037 0.0059
Si 0.6983 4.5703 7.5219 0.0035 -0.0088 0.0059
Si 6.3797 4.6816 7.1998 0.0028 -0.0079 0.0029
Si 4.5508 6.304 7.3761 -0.0041 0.0071 -0.0022
Si 9.8887 6.2935 7.3864 0.002 0.0116 0.0046
As 0.8938 10.0107 7.6741 0.0015 -0.0018 0.0068
Si 6.3608 10.1335 7.3539 0.0092 -0.017 0.0049
O 4.7188 1.1795 9.0155 0.0009 -0.003 -0.0069
O 6.5952 10.2403 9.033 -0.0039 0.0035 -0.0051
O 9.209 6.2777 8.9413 -0.0001 0.0011 0.0018
O 0.6997 4.254 9.1657 -0.001 0.0006 -0.0059
O 4.3502 6.5198 9.0099 0.0017 0.0007 0.0033
O 6.9592 4.7009 8.7503 -0.0027 0.0006 0.0062
O 5.6748 -0.1742 22.4505 -0.0003 0.0088 -0.0101
O 8.1537 7.6372 22.8756 0.0048 0.0013 -0.0155
O 23.6549 6.5375 20.8097 -0.0064 -0.0018 -0.0004
O 2.5107 2.4238 22.9839 -0.0064 0.0044 -0.0014
O 8.7841 2.7563 22.4622 -0.0041 -0.0131 -0.0164
O 11.1185 0.1778 22.7201 -0.0101 -0.004 -0.0106
Si 1.1231 2.7134 13.1555 0.0017 0.0001 0.0003
Si 15.739 2.8647 16.5854 -0.0003 0.0026 -0.0013
Si 7.9564 -4.903 14.1054 0.0018 0.0001 -0.0008
Si 2.9012 1.721 21.599 -0.0175 0.0291 0.0429
Si 24.8208 -5.8798 17.5834 -0.0001 0.0007 -0.0004
Si 6.4549 10.1526 16.9362 0.0036 -0.0005 -0.0001
Si 13.2467 -0.6811 20.0985 -0.0009 -0.0003 0.0025
Si 12.5144 -1.3606 15.609 0.0006 -0.0005 0.0005
Si 1.1593 15.5067 10.6992 0.0004 0.0013 0.0103
Si 7.7472 2.8139 10.9326 0.0024 -0.0036 0.0025
Si 13.1473 -3.6252 19.4302 -0.0004 -0.0015 0.0008
Si 14.1939 1.0344 14.5111 -0.0003 0.0006 -0.0009
Si 7.9698 -2.7873 18.6867 -0.0033 0.0033 -0.0035
Si 10.4831 -0.2917 21.2862 -0.0163 -0.0025 0.0042
Si 22.2606 5.8003 21.2596 -0.0013 -0.004 0.0238
Si 9.5092 3.2893 18.2857 0.0056 0.0005 -0.0038
Si 16.5426 11.7861 21.1691 0.0098 0.002 -0.002
Si 23.0296 3.3528 19.5114 0.0024 0.0022 0.0022
Si -0.0552 9.5054 12.8599 -0.0004 0.0002 -0.0024
Si 8.1552 5.2902 9.7006 -0.0017 -0.0013 0.0091
Si 6.0933 0.6856 9.7928 0.0033 0.0019 0.0159
Si 6.3663 8.5809 14.2921 0.0018 0.0016 0.0022
Si 25.3827 18.5514 14.5505 -0.0006 -0.0013 0.0007
Si -3.2212 1.8282 16.1385 -0.0006 0.0006 0.0004
Si 8.898 -3.0583 21.4494 0.0043 0.0004 -0.0008
Si 5.0187 21.443 12.3732 0.0008 0.0018 0.0005
Si 2.6588 -2.0037 11.7505 -0.0018 0.0017 -0.0013
Si 20.211 1.2798 13.335 0.0009 -0.0015 -0.0019
Si 21.6717 8.2851 17.6225 0.0019 -0.0003 0.0008
Si 4.3828 0.4692 18.4282 0.0016 0.001 0.0001
Si 1.7743 5.3757 14.7794 0.0006 0.0023 -0.001
Si 8.5287 2.1207 20.9608 -0.0174 -0.0252 0.008
Si 14.638 6.3012 10.4785 -0.0038 0.0024 0.0105
Si 6.3057 5.2599 11.8382 0.0002 0.0024 -0.0003
Si 10.6089 17.399 12.7947 0.001 0.0016 0.0005
Si 19.9237 -4.9097 16.9575 0.0017 0.0009 0.0008
O 18.7861 6.7394 17.8839 0.0003 0.0021 0.0016
O 31.8712 -4.2045 21.0682 -0.0012 -0.0012 0.0094
O 6.7394 9.6677 15.4242 -0.0001 -0.001 0.0023
O 13.1912 12.4943 13.3323 -0.0002 0.0012 0.0016
O 9.6522 -6.0834 17.8518 -0.0013 -0.0015 0.0018
O 6.4246 14.5994 11.4646 0.0011 0.0005 0.001
O 14.1512 17.3792 18.451 0.0004 -0.0005 -0.0003
O 8.4478 12.8909 12.1115 -0.0007 0.0024 0.0001
O 0.6403 6.3501 14.115 -0.0004 0.0002 -0.0003
O 13.2876 3.9973 18.647 -0.0001 -0.0003 0.0003
O 5.9986 9.2896 12.8695 0.0006 0.0009 0.0011
O 10.6152 2.1524 13.6348 -0.0009 0.0003 0.0003
O 12.7888 2.2776 20.4946 0.0218 -0.0111 0.0214
O 19.255 1.3563 14.6763 0.0009 0.001 0.0005
O 7.6809 18.5808 14.1383 -0.0006 0.0009 0.0008
O -5.0539 0.5305 11.4011 -0.0009 -0.0006 -0.0043
O 4.4896 -8.8958 21.3675 -0.0152 -0.0037 0.0062
O 11.3837 5.3952 22.8106 0.0131 -0.0142 0.0117
O 12.1206 -1.2892 11.7626 0.0019 -0.0005 0.002
O 5.2583 11.0191 19.7628 -0.0014 0.0048 0.0041
O 2.4411 0.0167 15.5011 0.0009 0.0009 0.0005
O 11.5113 -1.4447 14.3458 0.0001 0.0001 0.0001
O 9.2315 5.6809 13.1563 -0.0003 0.0002 0.0014
O 13.9958 -24.3673 13.2427 0.0005 0.001 0.0001
O 17.2919 -8.1741 16.0423 0.0005 -0.0004 0.0014
O 2.7175 5.0164 10.5636 0.0008 0.0005 -0.0014
O 6.815 9.1072 18.108 0.0055 -0.0019 -0.0002
O 0.818 -3.4017 18.6256 0 0.0014 0.0003
O 9.5679 -10.0398 20.6766 -0.0096 -0.0018 0.0175
O 11.6224 -0.6833 20.1902 -0.0064 -0.0005 0.0034
O 18.3007 -10.3894 17.0837 -0.0003 -0.0004 -0.0001
O 4.872 10.4863 17.1672 -0.0008 0.0008 0.0011
O 3.2132 16.9632 14.3552 0.0009 0.001 0.0013
O 4.8669 5.9809 11.5794 -0.0005 0.0005 -0.0013
O 7.0196 1.5713 20.9709 0.0329 0.0135 0.0093
O 14.7376 10.0329 11.3847 0.0017 0.0007 0.0008
O 7.2731 12.7606 9.716 -0.0008 0.0007 -0.0018
O 8.8694 2.5876 16.9754 0 0.0011 0.0018
O -0.6874 -2.9049 12.5287 0 0.0004 0.0016
O 7.4096 17.0255 10.9253 0.0016 -0.002 -0.0032
O 19.5911 3.1459 19.6863 -0.003 -0.0035 0.005
O 13.7563 11.0978 18.7809 0.0019 -0.002 0.0002
O 10.1305 7.1541 16.5861 -0.0009 -0.001 0.0003
O 8.8254 14.8542 10.3359 0.0006 0.0034 -0.002
O 7.758 7.9118 20.2808 0.0058 -0.0015 0.005
O 15.5427 -8.9149 17.9808 0.0004 -0.0022 0.0009
O 13.7375 -3.2951 10.7731 0.0031 -0.0042 -0.0019
O 2.6004 8.2917 15.7389 0.0007 -0.0001 0.0002
O 22.1642 -6.4955 20.3684 -0.0018 0.0096 0.0065
O 11.5257 -1.4219 16.9069 0.0006 0.0008 0.0009
O 14.7684 2.2571 15.414 0.0003 0 0.0014
O 9.5888 -1.6011 21.5848 0.0163 0.0169 -0.0032
O 2.8249 0.0679 21.4767 -0.0014 0.007 -0.0054
O 6.6424 5.3443 13.4378 -0.0003 -0.0001 0.0006
O 12.4972 3.9069 14.1602 0 -0.0017 -0.0006
O 9.7508 -0.237 12.8463 -0.0007 0.0021 0.0024
O 9.4404 -2.0851 18.4469 -0.0007 0.0011 0.001
O 15.4317 0.3057 13.7306 0.001 -0.0002 -0.0005
O 13.8115 8.7294 19.9083 -0.001 0.0031 -0.0004
O 11.0002 2.654 18.5224 -0.0035 0.0034 -0.0003
O 26.1888 4.4059 16.9267 0.0002 -0.0007 0.0009
O 22.9414 3.2067 11.6001 0.0003 0.0035 -0.0021
O 5.0904 7.7314 14.8429 0.0022 0.0011 0.0005
O 8.2766 5.466 15.6 0.0003 0.0005 0.0009
O 0.3197 5.762 11.4627 0.0016 -0.0027 -0.0023
O 12.7463 5.3013 16.4122 0.0011 0.0006 0.0017

Results
free energy: -145157.198 eV
free energy less fixed offsets of As -4856.12, O -568.88, Si -635.61 eV per atom: -1.998 eV

The program warned: the cutoff lies below the one the program advises for these potential files; the forces do not sum to zero within the program's tolerance; the exchange-correlation potential is rough where the density is thin.
